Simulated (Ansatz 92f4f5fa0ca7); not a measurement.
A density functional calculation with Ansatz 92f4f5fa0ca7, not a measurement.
Periodic cell of 184 atoms, Si120O64, from a study of silicon, its oxide and their interface. The atomic structure is a simulated model.
This geometry differs little from another in the collection (a relaxation step or a small displacement).

Settings
functional: r2SCAN
potential files: Ansatz PAW
basis: plane waves
wave-function cutoff: 800 eV
density cutoff ratio: 5
exchange-correlation grid ratio: 1
k mesh: 1 x 1 x 1, shifted by 0.5 0.5 0 of a step
self-consistency stop: 1e-10 eV per atom in the density residual
occupations: fixed
spin: none
net charge: 0

Cell vectors (angstrom)
a	10.888	0	0
b	0	10.888	0
c	0	0	26.8605

Atoms: element, x, y, z (angstrom)
Si	0.3892	-0.1377	0.0793
Si	2.0228	3.1291	0.0774
Si	0.1699	4.7878	0.2107
Si	1.8606	8.9979	-0.6889
Si	5.9214	-0.0476	-0.0384
Si	7.8892	3.1281	0.2631
Si	5.6309	5.2744	0.3062
Si	8.1189	8.5154	-0.1233
Si	1.3646	1.4025	1.5493
Si	3.9336	4.0344	1.3097
Si	1.0826	6.6685	1.2208
Si	4.2143	9.7914	1.2035
Si	6.8689	1.4385	1.4415
Si	9.4752	4.0279	1.6961
Si	6.9595	6.8915	1.3254
Si	9.6145	9.6115	1.3164
Si	-0.0536	2.6327	2.944
Si	2.8268	0.0556	2.7576
Si	-0.0329	8.1554	2.6966
Si	2.666	5.509	2.6337
Si	5.3531	2.7192	2.7198
Si	8.2383	0.0404	2.7395
Si	5.4639	8.2459	2.5887
Si	8.1857	5.5724	2.8452
Si	1.3549	4.1303	4.0895
Si	4.1102	1.3855	4.174
Si	1.3982	9.5214	4.023
Si	4.0949	6.8438	3.9773
Si	6.7523	4.1281	4.054
Si	9.4947	1.3046	4.2473
Si	6.8101	9.5598	4.0311
Si	9.5397	6.8861	4.1817
Si	0.0354	-0.0531	5.4807
Si	2.7119	2.7623	5.4706
Si	0.0053	5.4705	5.4684
Si	2.7427	8.1629	5.3918
Si	5.4856	0.0045	5.4561
Si	8.1118	2.756	5.4505
Si	5.4033	5.4787	5.4147
Si	8.1376	8.2252	5.4758
Si	1.361	1.3638	6.8175
Si	4.0774	4.115	6.8205
Si	1.383	6.8219	6.792
Si	4.1004	9.5154	6.7688
Si	6.799	1.3832	6.823
Si	9.5142	4.0932	6.7899
Si	6.782	6.8167	6.7937
Si	9.531	9.5279	6.8497
Si	-0.0217	2.731	8.1618
Si	2.7457	-0.0195	8.1325
Si	0.0123	8.1492	8.1706
Si	2.7032	5.4596	8.1705
Si	5.4302	2.7229	8.1716
Si	8.1677	0.0334	8.1719
Si	5.4256	8.1623	8.1682
Si	8.1537	5.4411	8.1395
Si	1.3451	4.0921	9.5252
Si	4.0686	1.3415	9.5127
Si	1.4023	9.5064	9.5038
Si	4.0598	6.7997	9.5351
Si	6.819	4.068	9.5098
Si	9.5236	1.3719	9.5364
Si	6.7853	9.554	9.5035
Si	9.5283	6.7769	9.5007
Si	0.0561	0.0056	10.8175
Si	2.7033	2.6991	10.856
Si	-0.0097	5.4439	10.9073
Si	2.7144	8.146	10.9329
Si	5.4066	-0.0109	10.9035
Si	8.16	2.717	10.912
Si	5.4196	5.3977	10.8356
Si	8.1682	8.1743	10.7996
Si	1.3485	1.3646	12.2372
Si	4.0988	3.9965	12.2144
Si	1.361	6.7709	12.3096
Si	4.0465	9.525	12.3073
Si	6.774	1.3445	12.2501
Si	9.5378	4.0739	12.2673
Si	6.7508	6.8286	12.0997
Si	9.6174	9.4884	12.1045
Si	0.0057	2.7115	13.6588
Si	2.6614	0.0076	13.6639
Si	0.0002	8.1822	13.6331
Si	2.7285	5.3173	13.588
Si	5.4066	2.6407	13.6893
Si	8.2367	-0.0624	13.3991
Si	5.4192	8.1036	13.5835
Si	8.0899	5.4853	13.4417
Si	1.6595	3.7588	15.0144
Si	3.8394	1.466	15.0877
Si	1.0077	9.8578	14.9937
Si	4.2715	6.4797	14.8798
Si	6.5551	4.3633	14.7904
Si	9.6278	1.132	14.8489
Si	7.1402	9.2433	14.6833
Si	9.2347	7.0012	14.7878
Si	-20.7862	-15.6383	21.7632
Si	6.0687	-10.6769	19.8594
Si	-4.2323	2.9434	19.5926
Si	30.7851	-4.1189	21.6049
Si	13.2781	14.4642	20.5908
Si	-6.0098	6.2244	24.3829
Si	8.6147	-1.8382	23.7332
Si	-11.2005	11.1768	22.4827
Si	4.4717	4.422	22.2885
Si	-28.1364	16.1088	19.5623
Si	25.6872	-14.1186	17.6605
Si	10.6015	-5.7346	17.0256
Si	-6.9026	-11.5228	21.7288
Si	22.4686	1.8148	24.6752
Si	-19.0124	8.0676	23.3988
Si	10.7981	-25.4213	19.3278
Si	-31.1717	9.3317	18.0722
Si	-15.6062	32.8804	23.7937
Si	-3.0217	23.2557	21.7145
Si	1.6331	11.524	20.2676
Si	-14.6078	5.0371	22.9242
Si	16.3528	-11.4027	16.9661
Si	19.2479	-18.7628	17.0001
Si	-1.4313	14.7443	24.8044
O	9.8678	-15.5646	-10.8038
O	-12.9054	1.7249	-10.6909
O	-9.1822	10.755	-8.0296
O	15.0725	7.6222	-2.8356
O	-6.0208	6.0641	-0.8922
O	11.9357	7.1194	-6.3845
O	-4.0071	9.5512	-0.3054
O	-4.2846	31.9977	-11.0058
O	26.6049	-12.8595	-9.6186
O	-15.0533	15.0638	-0.2463
O	-2.2048	2.7759	-1.1141
O	10.1639	5.0444	-1.1826
O	2.6554	8.2706	-8.4014
O	16.437	12.6532	-6.9986
O	-11.8594	-0.937	-3.5387
O	3.1895	4.2923	-7.5154
O	1.5926	20.3592	16.4658
O	-3.6533	-11.8891	23.7443
O	3.1029	-1.9306	22.0981
O	13.8489	0.4496	21.1492
O	-8.995	6.7884	22.9306
O	-6.887	5.0278	23.7082
O	3.5126	6.9632	16.2479
O	-0.2097	13.9334	24.1491
O	14.4106	3.2389	21.7374
O	5.4376	5.4251	15.3465
O	18.3432	11.1233	20.7195
O	-9.8557	26.3064	16.3169
O	7.7872	5.7154	21.5943
O	-11.0073	33.5095	25.7062
O	-0.5532	16.9752	22.2531
O	-15.897	-6.5535	19.3476
O	-0.1614	-10.8419	15.3799
O	-14.2186	13.4475	18.3103
O	2.0248	-8.4793	25.4152
O	4.787	-0.1441	23.0374
O	4.4693	-5.273	21.1516
O	4.4276	22.412	16.4101
O	6.2521	-11.0274	18.3119
O	-10.7915	-2.2555	18.5202
O	-13.2547	-2.9235	22.5582
O	-13.3808	-6.4882	23.7392
O	20.5045	-17.8393	17.407
O	12.2961	15.5319	21.3158
O	14.2176	20.0267	26.8438
O	13.6371	-8.2596	15.5565
O	1.381	29.3191	26.7144
O	-4.4817	-4.7309	23.8382
O	-13.0089	-13.4157	25.2171
O	12.4546	-19.511	20.1023
O	-10.5241	-21.8097	21.0431
O	27.7876	-6.9099	22.5102
O	10.983	5.9559	18.3658
O	-12.421	7.2306	20.0855
O	-3.9904	-9.4443	23.0227
O	8.1633	-2.7611	15.3321
O	-8.9096	8.9141	24.547
O	7.6902	2.8492	20.8562
O	-6.3045	-4.3612	18.6168
O	15.9466	-22.6368	20.5285
O	-3.5532	3.8679	16.1144
O	5.7318	11.4769	25.317
O	-9.9691	11.8123	23.3455
O	-1.4966	-42.1998	22.1951

Results
free energy: -113255.956 eV
free energy less fixed offsets of O -570.45, Si -639.56 eV per atom: 0.044 eV

Forces (eV/angstrom), in the order of the atoms: element, x, y, z
Si	0	0.0005	0.0022
Si	-0.001	0.0002	0.0017
Si	-0.0012	-0.0006	0.0003
Si	0.0117	-0.0065	0.0086
Si	-0.0032	-0.0003	0.0015
Si	0.0002	0.0004	0.0028
Si	0.0014	0	0.0001
Si	-0.0002	-0.0009	0.002
Si	0.0001	0.0009	-0.0004
Si	-0.0004	-0.0001	-0.0006
Si	0.0018	0.0021	-0.005
Si	-0.0037	-0.0023	-0.0104
Si	-0.0002	-0.0004	0.0006
Si	0.0005	0.0004	-0.0015
Si	-0.0001	0.0008	-0.0008
Si	0	0	-0.0007
Si	0	0.0011	0.0006
Si	0	0.0001	-0.0004
Si	0	0.0005	0.0003
Si	-0.0005	0.0004	-0.001
Si	-0.0006	0.0002	-0.0009
Si	-0.0002	0.0001	-0.0004
Si	0.0003	-0.0001	0.0008
Si	0.0003	0.0003	-0.0007
Si	0.0004	-0.0004	-0.001
Si	0.0003	-0.0001	0
Si	0	-0.0003	-0.0016
Si	0.0004	0.0004	0.0009
Si	0.0003	-0.001	0.0005
Si	0.0003	0.0003	0.0006
Si	-0.0003	0.0006	-0.001
Si	0.0002	0	-0.0005
Si	0.0005	0.0006	0
Si	0.0004	0	0.0003
Si	0.0005	0.0006	-0.0001
Si	0.0007	-0.0001	0
Si	-0.0002	-0.0002	0.0004
Si	0.0002	0.0005	0.0005
Si	-0.0003	0.0008	0.0003
Si	0.0004	0.0002	0
Si	-0.0002	0	-0.0005
Si	0.0004	0.0002	-0.0001
Si	0.0002	0.0003	-0.0002
Si	-0.0004	0.0001	-0.0003
Si	-0.0002	0	-0.0003
Si	-0.0003	-0.0004	-0.0002
Si	-0.0003	-0.0005	-0.0001
Si	0.0001	0.0004	0.0002
Si	0.0005	0.0003	-0.0004
Si	0.0004	0	-0.0002
Si	0.0006	0.0004	-0.0003
Si	0.0001	0.0003	-0.0002
Si	0.0003	0.0004	-0.0003
Si	-0.0001	0.0001	-0.0002
Si	0.0002	0.0006	-0.0002
Si	0.0003	0.0001	-0.0002
Si	0.0004	0.0002	0
Si	0.0002	0.0003	0.0007
Si	-0.0004	0.0002	0.0004
Si	0.0003	0.0003	-0.0001
Si	-0.0001	0.0001	0.0002
Si	0.0001	0.0002	-0.0001
Si	0.0002	0	0.0007
Si	0.0002	0.0007	0.0007
Si	0.0001	0.0005	0.0004
Si	0.0002	0	-0.0005
Si	0.0004	0.0004	0.0002
Si	0.0002	0.0004	-0.0004
Si	0	0.0005	0.0006
Si	0.0002	0.0003	0
Si	0.0001	0.0004	-0.0002
Si	0.0002	0.0001	0.0005
Si	0.0001	0.0006	-0.0002
Si	0.0002	0.0003	0.0011
Si	0.0003	0.0002	0.0007
Si	0	0.0002	0.0009
Si	0.0003	0.0002	-0.0008
Si	0.0001	0.0003	-0.0006
Si	0.0003	0.0002	0.001
Si	-0.0001	0.0002	0.0013
Si	0	0.0007	-0.001
Si	-0.0003	0.0005	-0.001
Si	0.0006	0.0006	-0.0005
Si	0.0003	0.0002	0.0002
Si	0.0001	0.0002	0.0011
Si	0.0002	0.0001	0.0003
Si	0	0.0004	-0.0001
Si	-0.0001	0	0.0001
Si	-0.0001	-0.0005	-0.0004
Si	0.0011	0.001	-0.0004
Si	-0.0003	0.0004	-0.0018
Si	0.0008	0.0004	-0.0018
Si	-0.0002	0.0007	-0.0019
Si	0.0003	0.0003	-0.0023
Si	0.0007	0.0004	-0.0023
Si	-0.0001	0.001	-0.0022
Si	0.0002	0.0013	0.001
Si	0.0006	-0.0002	-0.0018
Si	0.0012	0.0001	-0.0011
Si	-0.0013	0.0005	0.0008
Si	-0.0004	-0.0005	-0.0004
Si	0	0.0011	0.007
Si	0.0002	0.0004	0.0048
Si	0.001	0	0.0014
Si	0.0003	0.001	0.0018
Si	0.0009	0.001	-0.0011
Si	0.0006	0.0001	-0.0045
Si	0.0006	0.0005	-0.0033
Si	0.0001	0.0007	0.0012
Si	0.0007	-0.0002	0.0031
Si	-0.0004	0.0023	0.0033
Si	0.0003	0.0009	-0.0019
Si	-0.0001	0.0002	-0.0034
Si	-0.0015	0.0004	0.0044
Si	-0.0002	0.0004	0.0009
Si	-0.0001	-0.0015	-0.0013
Si	0.0001	0.0006	0.0017
Si	-0.0003	0.0005	-0.0031
Si	0.0007	-0.0002	-0.0037
Si	0.0005	0.0001	0.0035
O	0.0006	-0.0008	0.0017
O	-0.0009	0.0012	0.0021
O	-0.0003	0.0014	0.0017
O	-0.0005	0.0006	-0.0031
O	-0.0005	0.0003	-0.003
O	0.0005	0.0017	0.0002
O	0.0019	-0.0009	-0.0005
O	-0.0012	0.0013	0.0018
O	-0.0003	0.0001	0.0002
O	0	0.0009	-0.0017
O	-0.0001	0.0012	-0.0015
O	-0.0006	-0.0003	-0.0023
O	-0.0001	-0.0001	0.0005
O	0.0001	0.0008	0
O	0.0002	0.0001	-0.0009
O	0	0.0005	0.0002
O	0.0009	-0.0004	0.0022
O	-0.0002	0.0003	-0.0019
O	0.0003	0.0003	-0.0003
O	-0.0001	0.0002	-0.0008
O	-0.0007	-0.0009	-0.0018
O	0	-0.0003	-0.0017
O	-0.0003	0.0011	0.003
O	-0.0003	-0.0005	-0.0009
O	-0.0008	-0.0002	-0.0009
O	-0.0001	0.0003	0.0019
O	-0.0004	0.0003	-0.0001
O	-0.0008	0.0005	0.0003
O	-0.0001	0.0002	-0.0007
O	0.0006	-0.0001	-0.0023
O	-0.0003	0.0006	-0.0004
O	-0.0002	0.0007	0.0009
O	0.0007	0	0.0007
O	-0.0007	0.0005	0.002
O	0.0002	-0.0005	-0.0016
O	-0.0006	0.0003	-0.0014
O	0.0001	0.0006	-0.0007
O	0.0006	-0.0002	0.0006
O	0.0014	0.0012	0.0026
O	0.0011	-0.0001	0.0006
O	0.0001	-0.0001	-0.0018
O	-0.0004	0.0003	-0.0018
O	-0.0001	0.0005	0.0012
O	0.0001	-0.0005	-0.0006
O	-0.0162	0.0007	0.0027
O	0	0.0003	0.0012
O	0.003	0.0101	-0.0024
O	0.0013	-0.0007	-0.0018
O	-0.0008	0.0009	-0.0028
O	0.0002	-0.0006	0.0005
O	0	0.0002	-0.0015
O	0	0.0004	-0.0013
O	0	0.0006	0.0003
O	0.0006	0.0006	0.0003
O	0.0003	0.0006	-0.0012
O	0	0.0005	-0.0004
O	0.001	-0.0023	0.0031
O	0.0005	0.0002	0.0003
O	-0.0001	-0.0005	0.0014
O	0.0003	0.0004	-0.0003
O	0.0008	-0.0007	0.0024
O	0.0013	0.0003	-0.0035
O	-0.0008	0	-0.0021
O	-0.0004	0.0006	-0.0006

The program warned: the cutoff lies below the one the program advises for these potential files; the forces do not sum to zero within the program's tolerance; empty levels may hold ghost states of the PAW files; the exchange-correlation potential is rough where the density is thin.
